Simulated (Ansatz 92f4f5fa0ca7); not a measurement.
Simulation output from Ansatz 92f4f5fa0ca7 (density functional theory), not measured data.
Periodic cell of 282 atoms, Si194O88, from a study of silicon, its oxide and their interface. The atomic structure is a simulated model.
Doubt: the cutoff is far below the 930 eV that the study's wrapper takes by default for these files, so forces and energies are approximate.
This geometry differs little from another in the collection (a relaxation step or a small displacement).

Settings
functional: PBE
potential files: Ansatz PAW
basis: plane waves
wave-function cutoff: 580 eV
density cutoff ratio: 5
exchange-correlation grid ratio: 1
k mesh: 1 x 1 x 1, Gamma-centred
self-consistency stop: 5e-08 eV per atom in the density residual
occupations: fixed
spin: none
net charge: 0

Cell vectors (angstrom)
a, 11.6015, 0, 0
b, 0, 10.938, 0
c, 0, 0, 40.2978

Atoms and the computed forces on them: element, x, y, z (angstrom), force x, y, z (eV/angstrom)
Si, 0, 0, 0.9665, -0.0041, 0.0279, -0.0109
Si, 3.8672, 0, 0.9665, 0.0059, 0.0277, -0.0044
Si, 7.7343, 0, 0.9665, -0.0007, 0.0511, 0.004
Si, 1.9336, 1.3673, 0.9665, -0.0004, -0.0639, -0.0091
Si, 5.8008, 1.3673, 0.9665, 0.0002, -0.0387, -0.0002
Si, 9.6679, 1.3673, 0.9665, 0.0001, -0.0492, 0.0015
Si, 0, 5.469, 0.9665, 0.0071, 0.0454, -0.0013
Si, 3.8672, 5.469, 0.9665, -0.0039, 0.0195, 0.0049
Si, 7.7343, 5.469, 0.9665, -0.0036, 0.0157, 0.0206
Si, 1.9336, 6.8362, 0.9665, 0.0039, -0.0448, -0.0039
Si, 5.8008, 6.8362, 0.9665, -0.0012, -0.0426, 0.0016
Si, 9.6679, 6.8362, 0.9665, -0.0024, -0.061, 0.0144
Si, 1.9336, 2.7345, 39.3307, 0.0231, 0.0784, -0.0223
Si, 5.8008, 2.7345, 39.3307, 0.0089, 0.0339, 0.0026
Si, 9.6679, 2.7345, 39.3307, 0.0173, 0.0481, -0.0035
Si, 0, 4.1018, 39.3307, 0.0056, -0.0478, -0.0103
Si, 3.8672, 4.1018, 39.3307, 0.0209, 0.0024, 0.0206
Si, 7.7343, 4.1018, 39.3307, 0.0206, 0.0341, 0.0451
Si, 1.9336, 8.2035, 39.3307, 0.0156, 0.0437, -0.0052
Si, 5.8008, 8.2035, 39.3307, 0.0207, 0.0298, 0.0005
Si, 9.6679, 8.2035, 39.3307, 0.0155, 0.0206, 0.0196
Si, 0, 9.5708, 39.3307, 0.0262, -0.0421, -0.0166
Si, 3.8672, 9.5708, 39.3307, 0.0113, -0.024, -0.0009
Si, 7.7343, 9.5708, 39.3307, 0.0136, -0.0404, 0.0017
Si, 0, 0, 4.8337, -0.0902, 0.0283, -0.1016
Si, 3.8672, 0, 4.8337, -0.0329, 0.0144, -0.0267
Si, 7.7343, 0, 4.8337, -0.0233, 0.0536, 0.0931
Si, 1.9336, 1.3673, 4.8337, -0.054, 0.0111, 0.1005
Si, 5.8008, 1.3673, 4.8337, -0.0233, -0.0422, 0.016
Si, 9.6679, 1.3673, 4.8337, -0.062, -0.0061, 0.0626
Si, 0, 5.469, 4.8337, -0.0583, 0.0493, -0.0043
Si, 3.8672, 5.469, 4.8337, -0.0383, -0.0172, 0.0467
Si, 7.7343, 5.469, 4.8337, -0.0326, -0.0024, 0.122
Si, 1.9336, 6.8362, 4.8337, -0.0463, -0.0541, 0.0172
Si, 5.8008, 6.8362, 4.8337, -0.016, -0.0205, 0.044
Si, 9.6679, 6.8362, 4.8337, -0.0788, -0.0035, 0.2933
Si, 1.9336, 2.7345, 2.9001, -0.0154, 0.0418, -0.0024
Si, 5.8008, 2.7345, 2.9001, -0.0185, 0.0347, 0.0007
Si, 9.6679, 2.7345, 2.9001, -0.0157, 0.0462, 0.0115
Si, 0, 4.1018, 2.9001, -0.0234, -0.0325, -0.0069
Si, 3.8672, 4.1018, 2.9001, -0.0068, -0.015, -0.0007
Si, 7.7343, 4.1018, 2.9001, -0.0162, -0.0371, 0.0182
Si, 1.9336, 8.2035, 2.9001, -0.0119, 0.0329, -0.0054
Si, 5.8008, 8.2035, 2.9001, -0.0177, 0.0323, -0.0029
Si, 9.6679, 8.2035, 2.9001, -0.017, 0.0864, 0.033
Si, 0, 9.5708, 2.9001, -0.013, -0.0006, -0.0177
Si, 3.8672, 9.5708, 2.9001, -0.0216, -0.009, -0.0114
Si, 7.7343, 9.5708, 2.9001, -0.0145, -0.0581, 0.0187
Si, 0.357, -0.0092, 29.5224, -0.0387, 0.0697, 0.0278
Si, 3.9636, -0.135, 29.7208, 0.0538, 0.105, -0.0135
Si, 7.9046, 0.0011, 29.5624, -0.0488, 0.0683, 0.0226
Si, 2.2306, 1.4187, 29.5892, -0.0532, -0.075, 0.057
Si, 5.8961, 1.2807, 29.6154, 0.0648, -0.081, 0.0401
Si, 9.9078, 1.2657, 29.5096, 0.0563, -0.0739, 0.0226
Si, -0.0556, 5.527, 29.5543, 0.0373, 0.0903, 0.0993
Si, 4.1128, 5.6067, 29.7712, 0.0135, 0.0838, 0.0004
Si, 7.9985, 5.3788, 30.0663, -0.0991, 0.1208, 0.0244
Si, 2.0359, 6.747, 29.5544, -0.0442, -0.0657, 0.0006
Si, 6.1659, 6.826, 29.6384, -0.0046, -0.0858, 0.049
Si, 9.7107, 6.9698, 29.8906, 0.114, -0.1396, -0.0315
Si, 2.087, 2.8744, 31.4746, -0.0154, -0.0736, 0.0055
Si, 5.8763, 2.6718, 31.6099, -0.07, -0.0791, -0.0639
Si, 9.8341, 2.6341, 31.5488, -0.0141, -0.079, 0.0048
Si, 0.081, 4.1317, 31.5204, -0.0244, 0.0952, -0.0882
Si, 4.0376, 4.1924, 31.6783, 0.0396, 0.0297, -0.0194
Si, 7.8547, 3.9282, 31.8348, 0.0575, 0.069, -0.0087
Si, 2.0246, 8.1199, 31.5553, -0.0021, -0.059, -0.0176
Si, 5.9985, 8.19, 31.5961, -0.0241, -0.0837, -0.0728
Si, 9.8083, 8.3625, 31.7196, 0.0006, -0.051, 0.0178
Si, 0.1904, 9.622, 31.5581, -0.0149, 0.0777, -0.0785
Si, 3.9984, 9.4452, 31.6265, -0.0084, 0.0447, 0.0328
Si, 7.8524, 9.6574, 31.6015, -0.0042, 0.0761, -0.0164
Si, 0.1439, 0.0269, 33.5022, -0.0056, -0.0374, 0.0543
Si, 3.9302, -0.0298, 33.5092, -0.0084, -0.0334, 0.0014
Si, 7.8202, 0.0451, 33.5415, -0.0009, -0.0552, 0.0244
Si, 2.0481, 1.4199, 33.4296, 0.0135, 0.0312, -0.0269
Si, 5.8524, 1.3363, 33.5453, -0.0115, 0.0374, 0.0308
Si, 9.7938, 1.3403, 33.5233, 0.0015, 0.0633, -0.0149
Si, 0.0693, 5.4607, 33.4968, -0.0095, -0.0584, 0.0335
Si, 3.9665, 5.5027, 33.6028, -0.0246, -0.0454, 0.0282
Si, 7.8361, 5.4506, 33.6276, 0.005, -0.0362, -0.0057
Si, 2.0015, 6.8065, 33.5231, 0.0298, 0.0782, 0.0163
Si, 5.917, 6.8246, 33.539, 0.0177, 0.0542, 0.0399
Si, 9.759, 6.8453, 33.5496, -0.0211, 0.0454, 0.022
Si, 1.9941, 2.7317, 35.4298, -0.0079, -0.0033, 0.0017
Si, 5.8432, 2.731, 35.4664, 0.0171, -0.0102, -0.0121
Si, 9.7399, 2.7248, 35.459, -0.0136, -0.0186, -0.0332
Si, 0.0576, 4.1024, 35.4485, 0.0134, 0.0135, -0.0151
Si, 3.9197, 4.1009, 35.4924, -0.0004, -0.0026, -0.0266
Si, 7.7962, 4.074, 35.514, -0.001, -0.0127, 0.0202
Si, 1.9796, 8.1911, 35.4565, 0.0056, -0.0113, -0.0202
Si, 5.8596, 8.2155, 35.4589, -0.0142, -0.0137, 0.0028
Si, 9.7318, 8.2175, 35.4726, 0.0162, -0.0091, 0.0039
Si, 0.0735, 9.5821, 35.4466, -0.0118, 0.027, -0.0141
Si, 3.9052, 9.5649, 35.4612, 0.0137, 0.0024, -0.0052
Si, 7.7932, 9.578, 35.4597, 0.0013, 0.0238, -0.0288
Si, 0, 0, 37.3971, 0.0614, 0.0292, -0.0588
Si, 3.8672, 0, 37.3971, 0.0252, 0.0028, -0.0241
Si, 7.7343, 0, 37.3971, 0.0548, 0.0612, -0.0164
Si, 1.9336, 1.3673, 37.3971, 0.0361, -0.0212, -0.1898
Si, 5.8008, 1.3673, 37.3971, 0.029, -0.0707, 0.0117
Si, 9.6679, 1.3673, 37.3971, 0.083, -0.0819, -0.0183
Si, 0, 5.469, 37.3971, 0.0731, 0.0173, -0.0855
Si, 3.8672, 5.469, 37.3971, 0.0277, 0.0739, 0.1743
Si, 7.7343, 5.469, 37.3971, 0.0412, 0.015, 0.2273
Si, 1.9336, 6.8362, 37.3971, 0.028, -0.0701, -0.0145
Si, 5.8008, 6.8362, 37.3971, 0.0373, -0.0001, -0.0732
Si, 9.6679, 6.8362, 37.3971, 0.0735, 0.0051, 0.0145
Si, 1.871, 2.7419, 6.7799, 0.0027, 0.0003, -0.0032
Si, 5.7581, 2.7258, 6.7736, 0.0099, -0.001, 0.0149
Si, 9.6133, 2.7334, 6.7811, -0.0055, -0.0035, 0.005
Si, -0.0664, 4.1131, 6.7712, -0.0037, 0.0149, 0.0214
Si, 3.8244, 4.0969, 6.7744, -0.0098, 0.0056, -0.0084
Si, 7.6804, 4.1084, 6.7928, 0.0066, 0.0133, 0.0023
Si, 1.8709, 8.2074, 6.7632, 0.0099, -0.0024, -0.0026
Si, 5.7637, 8.2092, 6.7695, -0.0155, 0.0033, -0.009
Si, 9.597, 8.1938, 6.8241, 0.0199, -0.0446, 0.003
Si, -0.0638, 9.5621, 6.7454, -0.013, -0.0104, 0.0011
Si, 3.8142, 9.5634, 6.7581, 0.002, -0.0018, 0.0073
Si, 7.685, 9.5859, 6.7891, -0.0066, 0.0139, 0.0277
Si, -0.0901, -0.033, 8.6744, 0.0016, -0.0391, 0.0171
Si, 3.7725, 0.0205, 8.6651, 0.0101, -0.0403, -0.0206
Si, 7.6733, 0.0039, 8.7519, -0.0047, -0.0598, -0.0272
Si, 1.8394, 1.368, 8.7202, -0.0027, 0.0397, -0.0245
Si, 5.7209, 1.3524, 8.7118, -0.0159, 0.0563, -0.0046
Si, 9.5959, 1.3487, 8.7142, 0.0302, 0.039, -0.0382
Si, -0.1305, 5.5043, 8.6988, -0.0012, -0.0576, -0.0302
Si, 3.7935, 5.5231, 8.6694, 0.0167, -0.0271, -0.0529
Si, 7.6391, 5.4482, 8.7682, -0.0271, -0.0488, -0.0371
Si, 1.841, 6.8158, 8.68, -0.0291, 0.0468, -0.0042
Si, 5.7325, 6.867, 8.7221, 0.0195, 0.0372, 0.0132
Si, 9.5323, 6.8421, 8.8236, 0.0072, 0.0611, -0.0475
Si, 1.821, 2.8738, 10.5754, 0.0508, -0.045, -0.0065
Si, 5.6074, 2.7934, 10.5886, 0.0685, -0.0726, -0.0295
Si, 9.5513, 2.633, 10.7007, 0.0081, -0.0865, 0.041
Si, -0.1595, 4.0951, 10.5812, -0.0408, 0.0544, 0.008
Si, 3.7644, 4.2363, 10.6222, -0.0601, 0.0646, 0.055
Si, 7.6259, 4.0187, 10.6859, -0.0224, 0.0593, 0.0339
Si, 1.8441, 8.1364, 10.6262, 0.0376, -0.0547, 0.0254
Si, 5.6984, 8.3426, 10.5989, 0.0153, -0.0365, -0.0249
Si, 9.4917, 8.0867, 10.895, 0.0548, -0.1028, 0.059
Si, -0.1554, 9.3827, 10.4981, -0.0348, 0.0396, -0.053
Si, 3.706, 9.6183, 10.592, -0.0261, 0.0785, 0.0331
Si, 7.6635, 9.6298, 10.7422, -0.0014, 0.0791, 0.0108
Si, -0.1042, -0.1268, 12.2876, -0.0613, 0.063, 0.0159
Si, 3.5079, 0.1121, 12.4883, 0.0479, 0.014, -0.036
Si, 7.3993, 0.1485, 12.6545, 0.0819, -0.005, -0.0156
Si, 1.595, 1.4769, 12.4184, 0.0259, -0.0604, 0.011
Si, 5.4818, 1.4702, 12.5223, -0.0534, -0.0268, 0.0334
Si, 9.5907, 1.2069, 12.6907, -0.0301, -0.0016, -0.0398
Si, -0.0678, 5.355, 12.5728, 0.0364, 0.0708, 0.0146
Si, 3.8947, 5.5941, 12.6078, -0.018, 0.0914, -0.035
Si, 7.471, 5.3335, 12.6672, 0.1744, 0.0552, -0.0298
Si, 1.8529, 6.7843, 12.6231, -0.0124, -0.0877, -0.0189
Si, 5.8226, 6.9783, 12.4793, -0.0459, -0.1037, 0.0204
Si, 9.5451, 6.5333, 12.9478, -0.1496, -0.0295, -0.0921
O, -4.0608, -15.835, 25.3426, -0.0074, 0.0024, 0.0247
O, 8.1812, 2.6933, 20.1861, 0.0001, 0.0053, 0.0022
O, 0.8972, -3.6093, 25.2316, 0.0031, 0.0028, 0.0049
O, 11.7621, 5.9581, 23.0562, 0.0081, -0.0041, -0.0026
O, 6.7241, 10.3481, 13.9973, -0.0703, -0.0108, -0.0415
O, 1.2134, 13.0094, 13.9589, -0.0318, 0.0212, -0.0034
O, 6.1856, 7.7618, 13.9115, 0.0318, 0.1144, 0.0257
O, 5.4362, 2.3036, 13.964, 0.0076, 0.0268, -0.0145
O, 1.8261, 7.7211, 14.0078, -0.0041, 0.0658, -0.0036
O, 6.3935, -10.0829, 24.9181, 0.0002, -0.0136, -0.0005
O, 10.0697, 2.1454, 13.9976, 0.0524, 0.009, -0.0158
O, 3.9409, -1.7527, 18.2897, -0.0059, 0.0011, -0.0141
O, 7.2457, -9.6961, 22.2953, 0.0014, 0.0033, 0.0024
O, 2.4043, 9.2305, 26.065, 0.0028, 0.0061, -0.0337
O, 4.2032, 4.4278, 28.624, 0.0495, -0.0589, -0.0265
O, -0.5884, 4.6634, 28.2014, -0.0716, -0.0573, -0.0348
O, -1.6644, 13.1714, 28.1463, -0.0239, 0.0728, -0.0129
O, 12.4438, -0.9415, 28.1931, 0.0512, -0.043, -0.0461
O, 3.5792, 9.8909, 28.3547, -0.0288, -0.0309, -0.0054
O, 6.9995, 3.591, 24.6648, -0.0075, 0.0017, 0.0167
O, 6.6434, 7.6504, 28.2463, 0.0295, 0.0493, -0.0403
O, 2.5306, 1.8608, 27.988, 0.0336, -0.0092, -0.0608
O, 9.3464, 7.7685, 28.4592, -0.0677, 0.0262, -0.0069
O, 7.8777, 9.998, 28.1845, -0.0011, -0.0641, -0.0323
Si, 13.3936, 4.3257, 19.4445, -0.0108, -0.0012, -0.0052
Si, 19.3977, -8.2357, 21.7567, -0.0177, 0.0053, -0.0377
Si, -7.4353, -10.9322, 21.69, 0.0098, 0.0214, -0.0169
Si, 12.9616, 15.9882, 22.3759, -0.0105, -0.0075, -0.015
Si, -17.8245, 8.0644, 21.1784, -0.0164, -0.0157, -0.0085
Si, 2.5629, -12.2866, 19.0494, -0.0166, -0.0142, -0.0142
Si, 10.5275, -11.4971, 21.3748, -0.0094, 0.0148, -0.0397
Si, 8.0187, 19.3684, 27.7477, -0.017, 0.0251, 0.051
Si, 5.5821, 3.3546, 17.7087, -0.0053, -0.0104, 0.0312
Si, -7.1848, -4.9643, 18.8372, -0.0063, -0.0257, 0
Si, 26.2148, -19.7768, 26.4474, -0.0203, 0.0083, -0.0008
Si, -14.6914, 13.5304, 18.5917, 0.0016, 0.009, 0.0222
Si, 12.0139, -1.6231, 16.928, -0.0258, -0.0475, 0.0639
Si, 4.9901, 8.3502, 17.3933, 0.0271, -0.0015, 0.0368
Si, 4.8535, 12.0608, 24.428, -0.0285, 0.0188, 0.016
Si, 23.1526, 6.1392, 24.6867, -0.0004, 0.0035, -0.024
Si, -23.7856, -6.9023, 17.2741, -0.0004, 0.0164, 0.0195
Si, 33.0527, -22.1172, 18.358, -0.011, -0.0183, 0.012
Si, 5.4804, 3.8296, 14.5411, 0.028, 0.0182, -0.019
Si, 8.6164, -14.6715, 25.0319, 0.0089, -0.0125, -0.0378
Si, -7.5774, -4.5477, 23.4117, -0.0158, -0.002, -0.0103
Si, -15.7499, 0.4455, 23.7388, -0.0005, 0.0053, -0.0213
Si, 3.5433, -42.1022, 19.3704, 0.0084, 0.0182, 0.0055
Si, 7.9707, -2.4977, 17.3631, 0.0136, -0.0178, 0.0434
Si, -4.0921, 4.5232, 25.8914, -0.0101, -0.0011, -0.0539
Si, 12.3416, 14.2289, 24.6227, 0.0066, 0.0033, -0.0192
Si, 9.6244, 3.8202, 27.8941, 0.0314, -0.0433, 0.039
Si, -1.5253, -4.0778, 16.1329, 0.0054, 0.0101, -0.0064
Si, 19.5942, 8.7579, 22.4387, 0.0039, -0.0027, -0.0008
Si, 11.4732, 13.7961, 14.5044, -0.031, 0.0315, -0.0025
Si, 1.7363, 20.2725, 14.2765, 0.0162, -0.038, -0.0003
Si, -6.4446, -7.3198, 27.6053, -0.0254, -0.0172, 0.0022
Si, -20.9525, -2.8037, 24.8605, -0.0058, -0.0192, -0.0024
Si, 13.3926, -23.3609, 21.9217, -0.0022, -0.017, -0.0009
Si, 9.9603, -20.1151, 23.3654, 0.0082, 0.0017, -0.01
Si, 2.2255, -1.7135, 27.695, -0.0359, -0.0078, 0.0369
Si, 5.8264, -7.1327, 23.5406, 0.0026, -0.0161, -0.0281
Si, 29.6331, 9.0334, 14.8976, -0.0001, -0.0629, -0.0556
O, -0.0197, 4.3741, 13.9132, 0.0216, -0.0536, -0.0142
O, -3.8385, -1.9436, 15.8386, -0.0012, 0.0048, -0.0128
O, -0.9072, -16.4656, 16.4774, 0.0078, -0.0301, -0.0308
O, 4.4643, -4.1401, 17.4112, -0.0006, 0.0036, -0.0295
O, 8.849, -1.5212, 18.3061, 0.0084, 0.0106, -0.0167
O, 2.3656, -13.0631, 20.5091, 0.0123, 0.0081, 0.0138
O, 14.3954, 5.8165, 22.5015, -0.0025, -0.0061, 0.0055
O, 2.511, -18.9985, 19.6602, 0.0001, -0.004, -0.0079
O, 6.6018, -18.0959, 22.0846, 0.0001, -0.005, 0.0183
O, 4.5748, -8.8033, 18.1788, 0.002, 0.0032, -0.0227
O, 8.9657, 1.0951, 18.1628, 0.004, -0.0005, -0.0197
O, 4.8732, -1.3118, 20.9933, -0.0076, -0.0074, -0.0087
O, 11.0537, -30.4682, 24.3818, -0.011, -0.007, 0.0104
O, -27.5729, 9.8171, 23.407, -0.0028, 0.0004, 0.0101
O, -1.5113, -15.3106, 25.2, -0.0028, -0.0004, 0.0093
O, 29.7043, -13.5606, 18.0562, -0.0142, -0.0016, -0.0285
O, 7.14, -8.0287, 17.7892, -0.0055, -0.0095, -0.0228
O, 1.6967, -19.4168, 25.6028, -0.0054, 0.0008, 0.0152
O, -6.4721, -1.9024, 15.9104, -0.0008, -0.0061, -0.0094
O, 17.361, 2.2511, 28.2687, -0.0319, 0.0971, -0.0487
O, 8.7831, -14.8391, 17.1377, -0.0237, 0.0114, -0.0193
O, 36.9189, 18.6002, 28.1703, 0.0213, 0.0501, -0.0039
O, 3.4945, -25.7502, 24.8083, 0.0065, -0.0048, -0.0022
O, 0.3434, 9.8723, 13.6004, 0.0491, -0.0071, -0.0319
O, 4.7402, 35.4144, 23.7204, 0.0079, 0.0015, -0.0008
O, 4.9363, -14.8945, 20.028, 0.0071, 0.0103, 0.0011
O, 16.276, -10.881, 23.2207, 0.0014, -0.005, -0.0046
O, -2.6439, 0.8127, 24.2531, -0.0043, 0.0003, 0.0093
O, -0.9875, -10.0948, 22.1897, 0.0031, -0.0087, 0.0049
O, 4.1798, 4.6539, 13.9622, 0.0128, -0.0423, 0.002
O, 2.1595, -34.9996, 23.3476, -0.0015, 0.0124, -0.0144
O, 13.0556, 3.6297, 23.1911, 0.0027, 0.0119, 0.0021
O, 2.6506, 0.3028, 19.0391, 0.002, -0.003, -0.01
O, 0.6909, -17.6411, 18.2594, 0.0201, 0.0011, -0.007
O, 11.4189, 2.9224, 16.1336, 0.0048, 0.0088, -0.0067
O, 24.7803, -23.1503, 15.8523, 0.0092, 0.014, -0.002
O, 14.4894, 16.4213, 19.0994, 0.0008, -0.0022, -0.0087
O, 2.5266, 10.9075, 21.8968, -0.0015, -0.0073, 0.0071
O, 8.538, -14.2464, 23.4693, -0.006, 0.0062, -0.0046
O, -1.8846, 3.6036, 18.1629, -0.018, -0.0149, -0.0096
O, -2.6153, 4.0156, 26.3977, -0.0342, 0.0151, -0.0108
O, -4.5917, -2.8338, 21.314, -0.0017, 0.0017, -0.0071
O, 5.3179, 3.7706, 16.1537, 0.0023, -0.0095, 0.0212
O, 6.9052, 4.516, 14.039, -0.0791, -0.0334, 0.0072
O, 14.7329, 10.0344, 13.7714, -0.0272, -0.018, -0.0049
O, -7.8176, 0.8839, 25.6432, 0.017, 0.0045, -0.0115
O, -2.4418, -40.7554, 22.6295, 0.0058, -0.0028, 0.0111
O, -0.4093, 7.9941, 16.4701, 0.019, 0.0399, -0.0189
O, 22.2117, -0.2065, 19.7933, 0.0082, 0.0048, 0.0093
O, 10.9685, -0.3829, 17.1701, -0.0019, 0.0036, -0.0252
O, 0.3347, 4.6958, 25.353, -0.0004, -0.0093, 0.0072
O, 5.0628, -16.6715, 23.7558, 0.0017, -0.003, 0.0087
O, 8.4152, 4.2769, 28.8846, 0.08, -0.0209, -0.0213
O, 21.2641, 7.0162, 14.5449, 0.0495, -0.0056, 0.1286
O, -14.0083, -12.3679, 21.6558, 0.0037, -0.0018, 0.005
O, -10.5774, -17.1126, 20.8186, 0.0004, 0.0026, -0.0012
O, 8.285, 8.3801, 26.1311, -0.003, -0.0083, -0.024
O, 4.4417, 1.2913, 20.7094, 0.0012, -0.0068, 0.0076
O, 12.8274, -1.8894, 18.3034, 0.0223, 0.0084, -0.0008
O, -18.4134, 7.5499, 22.5946, 0.0075, 0.0158, 0.0004
O, 6.3805, 26.4041, 27.0694, -0.0266, -0.0251, 0.0119
O, 23.3854, -45.2145, 21.8427, 0.0041, -0.0065, 0.0132
O, 4.1281, -7.6462, 26.3887, 0.0377, 0.0079, 0.017
O, 16.9635, 15.5864, 18.6936, 0.0007, 0.0086, -0.0122

Results
free energy: -173369.565 eV
free energy less fixed offsets of O -568.88, Si -635.61 eV per atom: 0.215 eV

The program warned: the cutoff lies below the one the program advises for these potential files; the exchange-correlation potential is rough where the density is thin.
